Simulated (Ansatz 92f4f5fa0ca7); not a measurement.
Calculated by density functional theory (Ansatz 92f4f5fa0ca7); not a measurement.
Periodic cell of 226 atoms, Si134O92, from a study of silicon, its oxide and their interface. The atomic structure is a simulated model.

Settings: functional PBE; potential files Ansatz PAW; basis plane waves; wave-function cutoff 700 eV; density cutoff ratio 5; exchange-correlation grid ratio 1; k mesh 2 x 2 x 1, shifted by 0.5 0.5 0.5 of a step; self-consistency stop 5e-08 eV per atom in the density residual; occupations fixed; spin none; net charge 0.

Cell vectors (angstrom)
a 10.938 0 0
b 0 10.938 0
c 0 0 32.5461

Atoms: element, x, y, z (angstrom)
Si 0.2117 -0.2948 24.921
Si 5.5986 -0.2826 25.0447
Si 2.6396 2.9248 24.9745
Si 8.2846 2.9701 24.0435
Si 0.5644 5.272 24.9041
Si 4.8599 5.9227 25.1158
Si 3.1973 7.6417 25.2823
Si 7.5828 8.18 24.685
Si 1.4121 1.3191 26.2244
Si 6.8116 1.2319 26.3308
Si 4.155 4.0487 26.3637
Si 10.1048 3.9039 26.0916
Si 1.4677 6.7393 26.4969
Si 6.5897 6.8545 26.3638
Si 4.054 9.5141 26.3758
Si 9.8055 9.502 26.4625
Si 2.7272 -0.0067 27.7001
Si 8.2922 -0.039 27.7153
Si 0.1268 2.6044 27.7605
Si 5.5382 2.6954 27.7254
Si 2.7968 5.3614 27.8149
Si 8.023 5.5968 27.7501
Si 0.0955 8.1099 27.8295
Si 5.4283 8.2706 27.8022
Si 4.1018 1.3673 29.1278
Si 9.5708 1.3673 29.1278
Si 1.3673 4.1018 29.1278
Si 6.8362 4.1018 29.1278
Si 4.1018 6.8362 29.1278
Si 9.5708 6.8362 29.1278
Si 1.3673 9.5708 29.1278
Si 6.8362 9.5708 29.1278
Si 0 0 30.4951
Si 5.469 0 30.4951
Si 2.7345 2.7345 30.4951
Si 8.2035 2.7345 30.4951
Si 0 5.469 30.4951
Si 5.469 5.469 30.4951
Si 2.7345 8.2035 30.4951
Si 8.2035 8.2035 30.4951
Si 1.3673 1.3673 31.8623
Si 6.8362 1.3673 31.8623
Si 4.1018 4.1018 31.8623
Si 9.5708 4.1018 31.8623
Si 1.3673 6.8362 31.8623
Si 6.8362 6.8362 31.8623
Si 4.1018 9.5708 31.8623
Si 9.5708 9.5708 31.8623
Si 2.7345 0 0.6835
Si 8.2035 0 0.6835
Si 0 2.7345 0.6835
Si 5.469 2.7345 0.6835
Si 2.7345 5.469 0.6835
Si 8.2035 5.469 0.6835
Si 0 8.2035 0.6835
Si 5.469 8.2035 0.6835
Si 4.1018 1.3673 2.0507
Si 9.5708 1.3673 2.0507
Si 1.3673 4.1018 2.0507
Si 6.8362 4.1018 2.0507
Si 4.1018 6.8362 2.0507
Si 9.5708 6.8362 2.0507
Si 1.3673 9.5708 2.0507
Si 6.8362 9.5708 2.0507
Si 0 0 3.418
Si 5.469 0 3.418
Si 2.7345 2.7345 3.418
Si 8.2035 2.7345 3.418
Si 0 5.469 3.418
Si 5.469 5.469 3.418
Si 2.7345 8.2035 3.418
Si 8.2035 8.2035 3.418
Si 1.3425 1.4148 4.7615
Si 6.8008 1.3941 4.7989
Si 4.0408 4.1425 4.7737
Si 9.5614 4.1209 4.8188
Si 1.3545 6.8445 4.8219
Si 6.8301 6.8524 4.7388
Si 4.0803 9.6063 4.805
Si 9.5758 9.5641 4.7294
Si 2.6982 0.0807 6.1441
Si 8.2184 -0.0136 6.0687
Si 0.0227 2.7819 6.1964
Si 5.3849 2.7823 6.1391
Si 2.6957 5.4849 6.2367
Si 8.1869 5.5322 6.1477
Si -0.0177 8.2449 6.1542
Si 5.4778 8.2115 6.1082
Si 3.7777 1.6862 7.5066
Si 9.8054 1.1122 7.3715
Si 1.534 3.9379 7.6548
Si 6.5266 4.4153 7.377
Si 4.3371 6.6684 7.4656
Si 9.3253 7.1266 7.4883
Si 1.1206 9.8662 7.446
Si 7.0889 9.3437 7.3904
O 5.4407 5.5299 7.9542
O -0.0271 0.0171 7.9483
O 2.6751 2.7988 8.0843
O 8.1915 8.2429 7.9651
O 1.3024 9.763 24.0061
O 7.3765 2.004 24.9695
O 6.6734 9.5395 24.4765
O 1.7681 4.2087 24.4285
O 6.3737 10.0403 8.6899
O 0.8529 4.5779 9.0438
O 1.8415 9.2773 8.8008
O 7.1887 3.7143 8.6954
O 9.995 6.5129 8.8595
O 4.4237 0.9437 8.8281
O 3.7739 7.4153 8.8241
O 9.0553 1.7664 8.669
O 4.4266 1.4019 21.3035
O 9.7314 2.9695 24.7709
O 8.7313 4.5952 26.6416
O 5.5746 3.1383 22.8362
O 9.0446 8.4851 25.3882
O 3.1788 2.2425 23.5702
O 5.3001 5.7041 23.5016
O 9.8895 0.0846 23.8945
Si 4.7291 9.1671 16.1339
Si 4.3681 9.4458 11.8673
Si 4.6632 14.6985 17.7778
Si 1.5207 10.1718 18.9376
Si 8.3423 7.0069 17.7531
Si 1.0896 5.026 15.2246
Si 6.6169 6.3573 20.4359
Si 4.5869 1.837 22.8703
Si -0.7005 5.308 12.8531
Si 0.0898 1.3889 20.3969
Si 5.3521 1.7524 20.0002
Si 7.8749 2.497 9.4994
Si 8.9735 2.6392 12.2318
Si 11.1753 5.9145 9.8146
Si -6.4047 10.07 18.7739
Si 3.0646 8.5478 20.6714
Si 9.6092 -0.3887 22.3477
Si 2.5554 8.1002 9.6714
Si 10.1257 4.5499 17.7103
Si 3.5986 5.8183 19.5676
Si 6.3225 4.5903 22.8601
Si 11.3857 -1.7876 14.56
Si 2.5782 2.4775 15.7085
Si 10.1923 9.2575 17.1693
Si 2.6856 7.3829 14.987
Si -2.6837 1.738 21.1364
Si 7.8596 5.9639 14.7479
Si -1.2945 11.2003 13.499
Si 10.9079 6.0769 22.7541
Si 7.5602 3.4271 16.451
Si 1.0487 4.1907 20.3485
Si 7.1689 1.408 14.2406
Si 5.389 7.4604 13.8286
Si 4.2481 0.4342 14.2633
Si 8.3613 7.7339 22.5083
Si 2.0246 8.371 23.4512
Si 5.6883 0.2606 9.5968
Si 11.2038 0.6724 15.8766
O 10.8845 0.2404 21.546
O -0.0812 15.5191 16.2518
O 8.2229 0.2049 21.7033
O 10.0855 10.8883 16.8659
O 4.0137 5.2502 18.0719
O 3.1131 12.4984 14.4799
O 8.5676 3.2016 10.7774
O 1.0309 2.6365 20.8629
O 7.8468 4.4085 15.1904
O 8.5229 2.6165 22.477
O 9.4205 8.9519 22.1831
O 6.5143 6.3071 13.8873
O 3.1501 8.7626 11.0316
O -7.0434 6.8122 14.0463
O 7.6475 2.5282 13.1615
O 3.1844 8.4825 22.2884
O 9.9822 3.7066 12.8972
O 5.1453 0.555 23.6978
O -0.4929 8.4749 15.7347
O -1.4338 1.9364 20.0965
O -5.6338 9.1609 17.6522
O 8.8749 -2.3676 17.8699
O 3.7651 10.272 13.153
O 7.5437 4.4364 23.9514
O 7.345 1.9427 15.7878
O 1.791 9.5216 20.3986
O -0.5144 9.7651 13.3701
O -0.4274 5.7032 11.2923
O 14.672 2.8696 16.7827
O 11.7118 0.6728 19.105
O 4.5155 10.7184 15.7263
O 5.3864 8.2773 12.4126
O 3.3049 8.3858 16.0996
O 0.8757 7.4461 22.7304
O -2.1092 3.5359 17.5073
O 1.292 1.7801 16.4802
O 4.7305 13.9723 19.233
O 12.8906 6.2405 15.8691
O 6.1768 3.8918 17.189
O 6.7712 1.4067 9.9776
O 2.6052 4.6753 20.2
O 5.6397 1.1212 13.8106
O 11.5198 9.1241 18.1124
O 1.5865 8.1407 14.021
O 0.6178 5.5451 13.7615
O 13.9375 10.4056 18.2593
O 7.2319 6.5728 18.9091
O 1.4538 6.9693 10.0317
O 1.2153 10.4038 15.2889
O 5.7401 8.4807 15.0648
O 2.0822 3.7959 14.9369
O 9.6529 1.1374 12.1156
O 7.213 7.5998 21.3295
O 5.3861 11.4254 18.9853
O 11.2835 5.1214 21.4799
O 4.9951 6.2173 20.3205
O 4.4632 9.2267 20.162
O 2.762 18.1523 19.7488
O 7.8797 6.796 16.1804
O 9.3228 6.4077 22.5323
O 9.0561 6.1592 13.6307
O 9.6253 6.055 18.0658
O -0.5632 12.1944 14.6001
O 8.0942 10.9966 14.0146
O 5.1877 -0.4317 10.9643
O 6.8865 2.114 20.3846
O 0.24 4.177 18.905
O 6.9096 5.0168 21.3806

Results
free energy: -137525.040 eV
free energy less fixed offsets of O -569.03, Si -635.61 eV per atom: -2.540 eV

Forces (eV/angstrom), in the order of the atoms: element, x, y, z
Si 0.018 0.0009 -0.0303
Si -0.0043 0.0046 -0.0242
Si -0.0194 -0.0302 -0.0103
Si -0.0075 0.0162 -0.0185
Si 0.0462 -0.0107 -0.0095
Si -0.0332 -0.0013 -0.0293
Si -0.0045 -0.0213 -0.0128
Si 0.0195 0.0281 0.0422
Si 0.0422 0.0189 -0.0042
Si -0.0214 0.0304 -0.0091
Si -0.0487 -0.0182 0.001
Si -0.0425 -0.0059 0.0557
Si -0.0049 0.0027 0.0145
Si -0.0184 0.082 0.0187
Si 0.0307 0.0061 0.0053
Si -0.0318 -0.0234 -0.0268
Si -0.0173 0.0119 -0.0151
Si -0.013 0.0088 0.0055
Si 0.0033 0.0076 -0.014
Si -0.0086 -0.0094 0.0424
Si 0.0056 -0.0222 -0.0143
Si 0.0262 -0.0464 0.0202
Si 0.003 0.0051 0.031
Si 0.0306 -0.0231 -0.0453
Si 0.0428 -0.056 -0.4616
Si 0.1332 -0.1548 -0.1259
Si 0.1378 -0.5355 0.2677
Si -0.1978 0.0849 0.1347
Si 0.0236 -0.0376 0.1592
Si -0.2737 -0.2303 -0.0602
Si 0.3194 0.1449 0.0567
Si 0.3026 0.2716 -0.051
Si -0.0569 0.0166 -0.0019
Si 0.0598 0.0266 -0.0272
Si -0.1139 0.0502 0.064
Si 0.0597 0.1219 -0.0704
Si -0.2024 -0.1523 -0.0313
Si -0.0461 -0.026 0.0597
Si 0.031 0.0323 0.0269
Si 0.0282 0.0719 0.0181
Si 0.0765 -0.069 0.0098
Si -0.0336 -0.0046 -0.0249
Si 0.0212 0.0138 0.0164
Si 0.0335 -0.0523 0.0066
Si 0.0229 0.065 -0.0226
Si 0.0124 -0.0478 -0.0046
Si 0.0251 -0.0523 0.005
Si 0.0177 -0.014 0.0113
Si -0.0127 -0.0082 -0.0003
Si -0.0312 0.0257 -0.0048
Si -0.0434 0.0583 -0.002
Si 0.0259 0.018 -0.0011
Si -0.0532 -0.0201 -0.0046
Si 0.0238 0.0169 -0.0004
Si -0.0361 -0.028 0.0063
Si -0.016 0.0557 -0.0056
Si 0.0246 0.007 0.0099
Si 0.023 -0.0609 0.0078
Si 0.0311 -0.0382 -0.0015
Si -0.0304 -0.0229 0.0165
Si 0.0566 -0.0033 0.0031
Si -0.0287 0.0132 0.0038
Si 0.0386 0.025 0.0077
Si 0.0515 -0.0204 0.0121
Si 0.04 0.1564 -0.2445
Si -0.0753 0.0731 0.0781
Si -0.0899 0.1532 -0.2887
Si -0.0262 0.106 0.2493
Si -0.0195 0.0307 0.2287
Si -0.1483 -0.0218 -0.1431
Si -0.0544 0.0371 0.2807
Si 0.016 -0.0204 -0.4531
Si -0.0067 0.0083 0.0093
Si -0.0016 -0.0004 0.0067
Si -0.0109 0.0131 0.0102
Si 0 -0.0023 -0.0099
Si 0.0063 -0.0033 -0.0134
Si -0.0023 -0.0014 0.0153
Si -0.0009 -0.0006 -0.0014
Si 0.005 -0.0049 0.0065
Si 0.0014 0.0015 -0.009
Si -0.0091 -0.0081 0.0045
Si 0.0118 -0.0052 -0.0011
Si -0.009 -0.0059 -0.0098
Si 0.002 -0.01 -0.0007
Si -0.0037 0.006 -0.0037
Si -0.0025 -0.0003 0.0006
Si 0.0063 -0.0089 -0.0033
Si -0.0205 0.0098 0.051
Si -0.003 -0.0076 0.0583
Si 0.0032 -0.008 0.0302
Si -0.0208 0.0222 0.0511
Si 0.0246 -0.0074 0.0371
Si -0.0226 0.0224 0.0513
Si -0.0149 0.0161 0.0497
Si 0.0173 -0.0167 0.0542
O 0.0075 -0.0046 0.0175
O 0.0077 -0.0027 0.0224
O 0.0053 -0.0089 0.0143
O -0.0005 -0.0006 0.0159
O -0.0138 0.0091 -0.0185
O 0.0278 -0.0154 0.0077
O 0.0214 -0.015 -0.004
O -0.0134 0.002 -0.0034
O 0.0087 0.009 -0.0197
O 0.0154 0.0037 -0.0182
O -0.0078 -0.0068 -0.0083
O -0.0084 -0.0075 -0.0112
O 0.0028 0.0072 -0.0144
O 0.0041 0.0095 -0.0113
O -0.0136 -0.0074 -0.0049
O -0.0091 -0.007 -0.0192
O 0.0206 0.0134 -0.0052
O -0.0023 0.0296 0.0123
O 0.0201 0.0024 -0.0887
O -0.0132 0.0179 0.0117
O -0.011 0.0081 -0.058
O -0.0022 0.0212 0.0194
O 0.0121 -0.0068 0.0206
O 0.0126 -0.0298 -0.0056
Si 0.0036 -0.0024 0.0008
Si -0.0006 -0.0034 -0.0113
Si 0.0013 0.0036 -0.0051
Si -0.0012 -0.0023 -0.0027
Si -0.0007 0.006 -0.0047
Si 0.0036 0.0016 0.0023
Si -0.0001 -0.0013 -0.0072
Si -0.0013 -0.004 0.0028
Si 0.0016 0.0064 -0.0064
Si 0.01 0.0006 -0.0009
Si -0.0031 0.0002 -0.0028
Si 0.0109 0.0017 -0.0207
Si 0.0021 -0.0044 -0.0129
Si -0.0025 0.0071 -0.0171
Si 0.0044 -0.0046 -0.0051
Si 0.0002 0.0043 -0.0095
Si 0.0005 -0.0004 0.0015
Si -0.0017 -0.004 -0.022
Si -0.0032 -0.0034 -0.005
Si -0.0023 -0.0071 -0.012
Si 0.0122 -0.0075 -0.0086
Si -0.0017 -0.0032 -0.0063
Si -0.0043 -0.0035 -0.0017
Si -0.0045 -0.0015 0.0025
Si -0.0056 -0.0009 -0.002
Si 0.0001 0.0006 -0.0034
Si -0.0027 0.0019 -0.0011
Si 0.0025 -0.0051 -0.0101
Si 0.0077 0.0192 -0.0284
Si 0.0001 -0.002 0.0018
Si 0.0023 -0.0076 -0.006
Si -0.0012 -0.0028 -0.0005
Si 0.0039 -0.0008 -0.0073
Si -0.005 0.0057 0.0011
Si -0.009 0.003 0.0044
Si -0.0182 0.0097 0.002
Si 0.0124 -0.0088 -0.0187
Si 0.0003 0.0035 0.0029
O -0.0181 0.0078 -0.0092
O 0.0066 0.005 0.0101
O 0.0259 0.0215 -0.0051
O 0.0221 -0.0231 -0.0227
O 0.0089 -0.0179 0.022
O 0.0166 -0.0107 0.0159
O -0.0072 -0.0282 0.0138
O -0.0209 0.0015 -0.0195
O -0.0002 0.0102 0.0171
O -0.0015 -0.0065 -0.01
O -0.0185 0.0055 0.0072
O -0.0003 0.01 0.0205
O 0.018 0.0017 -0.0029
O 0.0091 0.0262 0.0182
O 0.0288 -0.0173 0.007
O -0.0083 -0.0008 0.0107
O -0.0168 0.0093 -0.0043
O -0.0004 -0.0181 0.0068
O 0.0138 0.0354 0.0106
O 0.0003 -0.0146 0.0348
O -0.0293 0.0185 0.0034
O 0.0159 -0.018 -0.0147
O 0.02 -0.0013 0.0053
O -0.0201 -0.0083 -0.0057
O -0.0051 0.0103 -0.0212
O 0.0147 0.0046 -0.0161
O 0.0044 0.0222 0.0409
O 0.0062 -0.0049 0.0112
O 0.0011 0.0112 0.0037
O 0.0025 -0.0156 0.032
O -0.0006 -0.0225 -0.0239
O -0.0261 0.0116 0.026
O 0.0269 0.0026 -0.0269
O -0.0029 -0.0115 0.0094
O -0.0079 0.0259 -0.013
O 0.0131 0.01 -0.0309
O 0.0141 -0.0138 -0.0096
O -0.0043 -0.0047 -0.019
O -0.006 -0.0154 -0.0004
O 0.0023 -0.0016 -0.0074
O -0.0226 0.0008 -0.0005
O -0.0034 -0.0132 0.019
O -0.0087 0.0236 -0.0003
O 0.0045 0.0018 0.04
O -0.0108 -0.0028 0.0033
O 0.0096 -0.0116 0.033
O 0.0013 0.0018 0.0174
O 0.0007 0.0011 -0.0003
O -0.0441 -0.005 0.005
O -0.0384 -0.0001 -0.0053
O -0.0128 0.0079 0.0251
O -0.0229 0.019 0.0362
O 0.0202 -0.0172 0.0043
O -0.0193 0.0043 0.0207
O 0.0047 0.0059 0.0118
O 0.0122 0 -0.0126
O -0.0293 0.0045 -0.0229
O -0.0039 0.0118 0.0052
O 0.0152 -0.0098 0.0141
O 0.0099 0.0015 -0.0024
O 0.0027 -0.0244 0.0013
O -0.0189 -0.0112 -0.0155
O 0.0032 -0.0377 0.0081
O 0.0072 0.0424 -0.0036
O -0.0084 -0.0061 -0.0048
O 0.0031 -0.0146 0.0097
O 0.0105 0.0054 0.0159
O -0.0049 -0.0087 0.0363

The program warned: the cutoff lies below the one the program advises for these potential files; the exchange-correlation potential is rough where the density is thin.
